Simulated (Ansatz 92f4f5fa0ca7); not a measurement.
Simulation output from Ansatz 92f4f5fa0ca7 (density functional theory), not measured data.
Periodic cell of 372 atoms, Si256O116, from a study of silicon, its oxide and their interface. The atomic structure is a simulated model.
This geometry differs little from another in the collection (a relaxation step or a small displacement).

Settings: functional r2SCAN; potential files Ansatz PAW; basis plane waves; wave-function cutoff 800 eV; density cutoff ratio 5; exchange-correlation grid ratio 1; k mesh 1 x 1 x 1, Gamma-centred; self-consistency stop 1e-10 eV per atom in the density residual; occupations fixed; spin none; net charge 0.

Cell vectors (angstrom)
a  16.332  0  0
b  0  16.332  0
c  0  0  24.9076

Atoms and the computed forces on them: element, x, y, z (angstrom), force x, y, z (eV/angstrom)
Si  -0.5887  0.4108  0.2159  0.0205  0.0189  0.0983
Si  2.7737  2.4383  0.0016  0.0444  -0.0092  -0.0185
Si  -0.4613  5.5918  0.0285  -0.0096  0.0115  0.1177
Si  2.239  8.2562  -0.0384  0.012  -0.0049  0.055
Si  0.1594  10.6426  -0.2801  0.0183  -0.0215  0.1472
Si  2.814  13.715  -0.15  -0.0228  -0.0024  0.0967
Si  5.1337  0.3554  0.1292  -0.0167  -0.027  0.0777
Si  7.6374  2.8067  -0.0491  0.01  0.0163  0.0749
Si  5.3316  4.9193  -0.2044  -0.0072  0.0543  0.0284
Si  8.3127  8.2166  0.4379  0.0071  -0.0141  0.0261
Si  6.3899  10.4772  -0.2932  0.0228  -0.0051  0.064
Si  8.835  12.9341  0.168  -0.0071  0.0129  0.0659
Si  11.151  -0.4491  -0.0285  0.0136  0.0126  0.1239
Si  14.0072  2.0752  0.1489  -0.0013  0.0006  0.1364
Si  10.248  5.8195  -0.1424  0.023  -0.0062  0.1064
Si  13.7394  7.8712  0.1304  -0.0118  -0.0007  0.0921
Si  10.6235  11.2659  0.229  0.0248  -0.0388  0.0663
Si  13.4555  13.8096  0.3534  0.016  0.0289  0.0724
Si  1.254  1.3036  1.3586  -0.02  -0.0627  0.0115
Si  3.9454  3.9671  1.3864  0.0328  0  0.0191
Si  1.1388  6.7415  1.3482  0.0168  0.0346  -0.0152
Si  3.9411  9.3635  1.1998  -0.0101  -0.0111  0.0352
Si  1.3855  12.2217  1.0804  0.0118  0.0066  -0.0317
Si  4.1441  14.9296  1.324  -0.0273  -0.0191  -0.0382
Si  6.654  1.4122  1.5316  -0.019  0.0308  0.0004
Si  9.3126  4.0591  1.1503  0.0175  -0.0253  -0.0194
Si  6.7929  6.916  1.5733  0.0604  -0.0035  0.0099
Si  9.6969  9.6086  1.6076  0.0326  0.0338  0.0032
Si  7.0337  12.0408  1.3777  -0.0374  0.0034  -0.0327
Si  9.5514  14.8527  1.33  -0.0583  -0.0235  -0.0479
Si  12.1743  1.2386  1.3235  0.0306  0.0262  -0.0448
Si  14.8416  3.9566  1.3387  -0.0365  -0.0322  -0.0034
Si  12.0841  6.6759  1.262  0.0075  0.0002  0.0058
Si  14.9747  9.5295  1.2565  -0.0065  -0.0285  0.0039
Si  12.2417  12.2599  1.5612  -0.0397  -0.0372  -0.0357
Si  14.9429  15.0378  1.5855  0.0214  0.0236  -0.0042
Si  -0.0074  2.7504  2.7341  -0.0259  -0.003  -0.0292
Si  2.6831  -0.0754  2.6834  0.0617  0.0403  0.0052
Si  -0.0805  8.1825  2.7261  0.0045  -0.0115  0.0142
Si  2.635  5.4485  2.6579  -0.0081  0.0191  -0.0105
Si  0.0721  13.5455  2.6356  0.0184  0.0041  -0.0027
Si  2.7221  10.8936  2.5539  -0.026  -0.0419  -0.0097
Si  5.3292  2.7502  2.87  -0.0183  -0.0081  0.0116
Si  8.1349  -0.0537  2.6404  0.0085  -0.0118  0.0123
Si  5.3113  8.2048  2.7804  -0.0069  0.0247  -0.0182
Si  8.0859  5.3542  2.7459  -0.0345  0.0102  -0.011
Si  5.5535  13.5197  2.5916  -0.0332  -0.0246  0.0045
Si  8.2223  10.8214  2.9386  0.0189  -0.0017  -0.0224
Si  10.7761  2.7208  2.5417  -0.0074  0.0061  0.0024
Si  13.5096  0.0177  2.8696  -0.0108  -0.0095  -0.0066
Si  10.9766  8.0906  2.7968  -0.0153  -0.0085  0.0159
Si  13.4499  5.3318  2.6652  0.0294  0.0304  -0.0032
Si  10.8708  13.6329  2.8707  -0.0018  -0.0075  0.0243
Si  13.65  10.8242  2.7303  0.0151  0.021  -0.0042
Si  1.3416  4.094  4.088  0.0042  0.0121  0.0012
Si  3.9964  1.3037  4.1123  0.0219  0.0068  0.0084
Si  1.3719  9.537  4.0091  -0.0051  -0.0082  -0.0132
Si  3.9975  6.7804  4.0806  0.0132  -0.0113  -0.0096
Si  1.366  14.9112  4.0656  -0.0085  0.0066  -0.0167
Si  4.1014  12.2302  3.9626  -0.0116  -0.0193  -0.0155
Si  6.7424  4.0801  4.1783  -0.0036  0.001  -0.0155
Si  9.4868  1.3485  3.9932  0.0055  0.0213  0.0064
Si  6.7486  9.4883  4.1534  0.0073  0.0247  0.0003
Si  9.4918  6.7549  4.0768  0.0034  -0.025  -0.0154
Si  6.813  14.9203  4.0323  0.0108  -0.027  0.0079
Si  9.5369  12.2587  4.2145  -0.0043  0.0089  0.0277
Si  12.1245  4.0091  4.0432  -0.0002  0.0044  -0.0064
Si  14.9491  1.3955  4.1004  -0.0557  -0.023  0.0175
Si  12.3189  9.4714  4.137  -0.0396  -0.003  -0.0141
Si  14.8693  6.7602  4.0187  0.0026  0.021  -0.0122
Si  12.2149  14.9817  4.2234  0.0022  0.0114  0.0023
Si  15.0121  12.2317  4.044  0.0411  -0.0234  0.0121
Si  -0.0063  -0.0111  5.4095  -0.0192  0.0129  0.0051
Si  2.6784  2.7107  5.4548  0.0109  -0.0292  0.0168
Si  -0.047  5.4504  5.4063  -0.0351  0.0186  -0.0078
Si  2.6887  8.1762  5.4259  -0.015  0.0223  -0.0051
Si  0.0343  10.878  5.4214  0.007  -0.008  -0.0224
Si  2.7712  13.5849  5.3934  0.0128  -0.0183  0.0073
Si  5.4395  -0.0378  5.418  -0.0075  -0.0033  -0.0038
Si  8.1509  2.6885  5.4412  -0.0033  -0.0259  -0.0072
Si  5.3821  5.4624  5.4858  0.0127  0.0199  0.0137
Si  8.1299  8.1109  5.4537  0.0052  0.0166  0.0037
Si  5.4203  10.916  5.4302  0.0108  -0.0058  -0.0002
Si  8.1522  13.6403  5.4859  0.0247  0.0015  0.013
Si  10.8347  0.0566  5.4745  -0.0004  -0.0023  0.0026
Si  13.5502  2.7225  5.4289  0.0117  0.0117  0.0046
Si  10.8403  5.3976  5.4544  -0.0067  0.0005  -0.0008
Si  13.6315  8.1116  5.4951  0.02  -0.0178  -0.0177
Si  10.9339  10.8619  5.4707  -0.005  0.0043  0.0343
Si  13.6561  13.6024  5.4475  -0.0017  -0.0299  0.0102
Si  1.3348  1.3494  6.8056  -0.0064  0.0402  -0.0068
Si  4.0432  4.0618  6.8249  -0.0198  0.0004  -0.0077
Si  1.3356  6.8022  6.7771  0.0096  -0.0019  0.0137
Si  4.091  9.5274  6.7746  0.0296  0.0144  -0.0051
Si  1.3969  12.2524  6.7716  0.0067  -0.0192  -0.009
Si  4.0964  14.9464  6.7977  -0.0142  -0.0103  0.0016
Si  6.7974  1.3407  6.8051  0.0285  0.0019  0.001
Si  9.501  4.0448  6.8434  -0.0118  -0.001  -0.0056
Si  6.778  6.7897  6.8441  -0.0254  0.0052  0.0072
Si  9.5069  9.5091  6.777  -0.0096  -0.0173  -0.002
Si  6.7821  12.2762  6.8033  0.0139  0.0057  -0.0077
Si  9.4959  15.0179  6.8348  -0.0076  -0.0204  0.011
Si  12.2241  1.3862  6.8362  0.0144  -0.014  0.0023
Si  14.9356  4.0703  6.7649  -0.0229  -0.0145  -0.004
Si  12.2312  6.7574  6.8119  0.0091  0.0391  -0.002
Si  15.0196  9.5019  6.8064  -0.0185  -0.0161  -0.0028
Si  12.2924  12.2524  6.8034  0.0129  0.005  -0.008
Si  14.9822  14.9997  6.8104  0.0065  -0.0005  -0.0048
Si  -0.0267  2.7297  8.1505  -0.0023  -0.0349  -0.012
Si  2.7247  -0.0057  8.146  0.0222  -0.0005  -0.0067
Si  0.0381  8.1455  8.182  -0.0063  0.0189  0.0121
Si  2.6862  5.4382  8.1747  0.0084  -0.0105  -0.0133
Si  0.0449  13.6449  8.1299  0.0059  -0.0007  0.006
Si  2.7849  10.9181  8.1271  -0.0153  -0.0095  -0.0006
Si  5.4338  2.7155  8.1699  0.001  -0.0109  -0.0016
Si  8.1652  0.037  8.2202  -0.0014  -0.0142  0.0034
Si  5.4433  8.1883  8.18  0.0138  0.0273  -0.0083
Si  8.1346  5.4194  8.1964  -0.0214  -0.0055  0.002
Si  5.4817  13.647  8.1918  -0.008  -0.0096  0.005
Si  8.1606  10.9079  8.1313  -0.0191  0.0114  0.0097
Si  10.8831  2.7205  8.236  -0.0044  0.0115  -0.0056
Si  13.6156  0.0419  8.1851  -0.0087  0.0077  0.0024
Si  10.8669  8.1577  8.1294  -0.0195  -0.0164  -0.0026
Si  13.6055  5.3899  8.1582  0.0136  -0.001  -0.0057
Si  10.9149  13.6492  8.1337  -0.014  -0.0012  -0.0044
Si  13.6603  10.9033  8.1408  -0.0049  0.0017  -0.0054
Si  1.3173  4.0769  9.5486  -0.0047  0.009  -0.0028
Si  4.0892  1.3355  9.5221  -0.0151  -0.0224  0.0062
Si  1.4582  9.5418  9.4595  -0.0119  0.0285  -0.0011
Si  4.0889  6.7915  9.5179  -0.0071  0.01  0.0016
Si  1.3822  14.9868  9.5377  -0.0183  -0.0064  -0.0264
Si  4.1361  12.2776  9.5229  0.006  -0.0066  0.0138
Si  6.7639  4.0767  9.5722  0.0163  -0.0049  0.01
Si  9.5427  1.3557  9.6196  -0.0094  -0.0114  -0.0008
Si  6.8101  9.574  9.5273  0.0055  0.0126  0.0117
Si  9.5255  6.8049  9.5122  0.0204  0.0281  -0.0128
Si  6.8093  15.0325  9.5818  -0.0039  0.0136  0.001
Si  9.5342  12.2913  9.4673  0.0207  -0.0056  -0.0145
Si  12.2719  4.0667  9.5826  0.0103  -0.0064  -0.0012
Si  14.9978  1.3931  9.5685  0.002  0.0323  -0.0167
Si  12.2361  9.5619  9.4352  0.0091  -0.0131  -0.0135
Si  15.0053  6.7132  9.4872  -0.0298  0.0221  0.0246
Si  12.238  15.0228  9.5269  0.0158  0.008  0.0266
Si  15.0081  12.3061  9.4844  0.0287  -0.0277  -0.0272
Si  0.0035  -0.0118  10.9222  0.0107  0.021  0.027
Si  2.6923  2.6699  10.8445  -0.0017  -0.0007  0.0032
Si  -0.0069  5.414  10.9973  -0.0005  -0.0276  0.0064
Si  2.7607  8.171  10.8631  0.0103  0.0354  0.02
Si  0.1464  10.9788  10.7411  -0.0192  -0.045  -0.0375
Si  2.8335  13.6919  10.8688  0.0049  0.0099  -0.0063
Si  5.4314  0.04  10.9785  0.0226  -0.0184  -0.0198
Si  8.1156  2.6988  10.9259  0.0177  0.0118  -0.0066
Si  5.4232  5.4685  10.9499  -0.0208  -0.0059  0.0153
Si  8.2123  8.2289  10.8518  -0.0206  -0.0196  -0.0236
Si  5.4676  10.9331  10.9251  0.0075  0.0045  0.0002
Si  8.2449  13.6889  10.8595  -0.0029  -0.0013  0.0273
Si  10.9476  0.0195  11.0128  -0.0176  -0.0151  0.0102
Si  13.6784  2.7571  10.9788  -0.0225  -0.0081  0.007
Si  10.8792  5.4457  10.8815  0.0004  0.0389  -0.0055
Si  13.5981  8.129  10.6682  0.0008  0.0078  -0.0489
Si  10.9063  10.952  10.8218  0.002  0.0099  -0.0055
Si  13.6136  13.6684  10.8439  0.0005  -0.0035  0.0009
Si  1.4142  1.302  12.285  0.0226  0.0576  -0.0026
Si  3.9707  4.0511  12.2191  -0.0155  0.0153  0.0332
Si  1.3648  6.8879  12.2521  0.0191  -0.0054  -0.0116
Si  4.1087  9.5038  12.2607  0.0515  0.023  0.0023
Si  1.5145  12.3144  12.165  -0.0389  -0.0332  0.0374
Si  4.1168  15.0085  12.3853  -0.0315  -0.0203  0.0046
Si  6.7598  1.4051  12.376  0.0239  -0.0012  -0.0002
Si  9.5179  4.0399  12.2168  -0.0091  0.006  0.0289
Si  6.8809  6.8901  12.2263  -0.0434  -0.0104  -0.0039
Si  9.5809  9.6153  12.2118  -0.0539  -0.0553  0.011
Si  6.8732  12.3768  12.1965  0.0102  -0.006  0.0015
Si  9.56  14.9742  12.3682  0.026  -0.006  -0.0297
Si  12.4252  1.3452  12.3684  -0.0442  -0.0359  0.0213
Si  14.9647  4.0853  12.4745  -0.0176  -0.0082  -0.018
Si  12.2605  6.8915  12.1324  0.0312  -0.0355  0.0191
Si  15.0665  9.4945  11.8111  -0.0049  -0.0057  0.031
Si  12.244  12.3343  12.1867  -0.021  0.0212  0.0046
Si  14.9327  14.9769  12.2855  0.05  0.0372  0.0139
Si  -0.0431  2.4638  13.6992  0.0779  -0.0596  0.0291
Si  2.729  -0.0132  13.8039  -0.0102  -0.0171  -0.0021
Si  -0.0666  8.3251  13.4255  -0.0267  0.0068  0.1155
Si  2.6485  5.4658  13.5886  0.0136  0.0045  -0.0463
Si  0.1109  13.659  13.4873  -0.0318  -0.003  0.0075
Si  2.7519  10.8876  13.586  -0.0056  -0.0662  0.0271
Si  5.2789  2.7376  13.6775  0.0215  -0.0316  -0.0171
Si  8.1014  -0.0016  13.7243  0.0353  0.0304  0.0375
Si  5.6828  8.364  13.6159  0.0142  0.0011  0.0512
Si  8.3214  5.5767  13.5294  0.0103  -0.0175  -0.0867
Si  5.5574  13.666  13.6791  -0.0035  0.0027  0.0039
Si  8.3058  11.0866  13.5097  -0.0123  -0.0102  0.0358
Si  10.8686  2.6299  13.5444  -0.0197  0.0063  -0.0404
Si  15.6157  0.6853  15.1487  -0.0206  -0.0026  -0.0571
Si  11.0082  8.3236  13.5482  0.0222  0.0752  0.0529
Si  13.5932  5.7  13.6557  0.0596  0.0495  0.0879
Si  11.0093  13.631  13.7625  0.0003  0.0106  0.0704
Si  13.7835  10.8719  13.087  -0.0345  0.0118  0.073
Si  1.263  3.4711  15.3101  -0.0303  -0.0396  -0.1573
Si  3.838  1.631  15.1547  -0.0234  0.0047  -0.0667
Si  0.7737  10.1064  14.6526  0.0315  -0.0078  -0.1472
Si  4.8411  7.0143  15.2706  0.0131  0.0849  -0.0943
Si  1.0239  15.2174  15.0025  0.0338  -0.0378  -0.0986
Si  4.446  11.9802  14.8119  0.0035  -0.0567  -0.084
Si  6.9872  4.8791  15.297  -0.0093  0.1099  0.023
Si  9.7756  1.1041  14.892  0.0367  -0.0368  -0.0425
Si  6.8489  9.9671  14.8608  -0.0343  -0.0238  -0.0922
Si  9.9763  6.634  14.7799  0.0418  0.0081  0.073
Si  7.0839  14.7775  15.172  0.0187  -0.074  -0.0777
Si  9.3729  12.5221  15.016  0.0179  -0.0138  -0.0876
Si  11.8191  5.1015  15.0818  -0.0079  0.1225  -0.1304
Si  13.7133  -0.0604  13.9004  0.0381  0.061  -0.0016
Si  12.8358  9.3851  14.5681  0.0094  -0.0202  -0.0401
Si  14.4691  7.6073  14.7443  -0.044  -0.0237  -0.1204
Si  12.0348  15.2297  15.198  0.0072  -0.0197  -0.144
Si  15.405  11.8392  14.431  0.0307  0.0168  -0.0638
Si  -9.2352  -1.6506  18.2718  0.0052  -0.0411  -0.0857
Si  42.6334  -24.4926  21.0439  0.0263  0.0018  0.0057
Si  -3.3848  10.6674  20.2543  0.0029  -0.0693  0.0028
Si  13.2989  18.1363  21.9737  0.0208  0.0167  0.0324
Si  21.1047  23.5073  20.0363  -0.0429  0.0381  -0.0428
Si  -3.4217  13.5128  20.7922  0.0113  0.0045  0.047
Si  8.623  0.1334  20.477  -0.0345  -0.038  0.0276
Si  -33.7624  -3.545  22.8218  -0.0131  -0.0059  0.1226
Si  2.4506  -3.1325  16.9464  -0.0087  -0.0102  -0.1056
Si  0.8029  -1.1164  22.9943  -0.0233  0.0194  0.0927
Si  -5.0553  15.796  21.8972  0.0067  0.0505  0.1503
Si  12.7219  20.5427  20.5411  0.0013  -0.0011  -0.0266
Si  7.2488  -3.8224  22.5503  -0.0258  -0.001  0.1303
Si  10.2709  5.367  21.6574  0.0227  0.028  0.0621
Si  11.9418  -6.8923  22.9285  -0.0318  0.0396  0.0678
Si  20.4531  -2.2207  19.4278  0.0094  -0.0197  -0.0518
Si  21.9504  -12.0576  19.4208  -0.0161  -0.0196  -0.0061
Si  -4.9044  25.0652  18.4021  0.0559  -0.0258  -0.0519
Si  37.4916  -14.3858  20.6875  0.0335  0.0143  -0.0022
Si  -7.8695  27.1904  20.1968  -0.0407  -0.02  -0.0071
Si  -14.856  10.394  17.486  0.0062  -0.0544  -0.0833
Si  5.5352  2.0191  17.7505  -0.001  0.0332  -0.0116
Si  3.3962  6.218  22.6694  -0.0013  -0.024  0.0715
Si  15.4487  3.121  20.5653  -0.0173  -0.0068  0.0278
Si  -6.8556  12.6428  18.0253  -0.008  0.0175  -0.1531
Si  8.6121  -13.0433  19.9476  -0.013  0.0138  -0.0158
Si  -9.6571  8.9856  18.9109  -0.0412  -0.0373  -0.0638
Si  15.5912  2.7627  17.4078  0.0024  -0.0463  -0.1123
Si  -2.2388  23.6868  17.7812  -0.0099  0.0315  -0.0889
Si  -2.7205  -21.3124  16.6838  -0.0888  -0.0253  -0.1347
Si  -17.3786  9.8392  18.7894  -0.0162  0.007  -0.0893
Si  -19.4381  4.5844  17.7322  0.0154  0.0627  -0.0631
Si  20.3334  25.014  17.7148  0.0313  -0.0062  -0.0542
Si  -7.5412  8.4438  16.9566  -0.0448  -0.037  -0.1109
Si  6.9673  -15.5253  22.7365  -0.0297  0.0249  0.0551
Si  8.391  35.5288  17.1173  -0.0288  -0.0138  -0.0689
Si  3.0643  16.1035  21.2405  0.0395  -0.0278  0.0809
Si  4.4918  -2.5768  22.2468  -0.0302  0.0285  0.0766
Si  -4.0703  13.8159  17.9903  -0.0233  -0.0179  -0.2007
Si  17.544  4.1368  22.67  -0.0082  0.0538  0.0654
O  -8.9517  9.1893  -0.5109  -0.0038  0.0248  -0.0057
O  12.5418  -8.4945  -7.2636  -0.0215  0.0116  -0.012
O  -4.4513  14.2964  -3.1508  -0.0038  -0.0233  -0.014
O  4.0708  15.3297  -2.6457  0.0077  -0.0222  -0.0198
O  7.808  16.1023  -3.0749  0.0248  -0.0258  -0.0373
O  8.0295  13.3607  -6.7383  0.0022  -0.0002  0.0367
O  -5.6693  -2.6072  -6.6455  -0.0042  0.008  0.0726
O  6.039  8.1766  -4.7512  0.024  0.0145  0.0207
O  -8.4031  15.7464  -5.7171  0.028  0.0297  0.0407
O  5.6536  14.3282  -5.9707  0.0047  0.0112  0.0264
O  3.961  17.7073  -0.4432  -0.0512  -0.0096  -0.0356
O  -19.8742  12.3307  -7.2712  -0.0125  0.0345  0.0985
O  6.0699  6.1131  -9.0241  0.0266  -0.0442  0.0306
O  10.6018  -0.2036  -1.5579  -0.0036  -0.0162  -0.1529
O  9.1792  7.092  -8.7463  -0.0082  0.0565  0.0675
O  -10.3742  1.628  -3.1263  0.0092  0.0062  -0.0014
O  4.863  10.0143  -0.0118  0.0023  0.0058  -0.0207
O  7.1131  18.2325  -7.4975  0.0009  -0.0208  0.023
O  4.0679  13.1938  -4.1285  -0.0079  -0.0245  -0.0176
O  5.5238  9.2065  -7.1046  0.0241  0.0183  -0.0055
O  1.6448  14.4867  -8.544  0.0261  -0.0567  0.0816
O  16.4822  -18.8735  -2.2692  -0.0056  -0.0227  -0.0505
O  12.5292  -1.5648  -8.2108  0.0385  -0.0271  0.1126
O  9.5082  -12.2378  -3.8916  -0.0018  -0.0228  -0.0154
O  9.2159  7.0844  -0.3558  -0.0266  0.0195  -0.0489
O  6.1216  16.2665  -1.102  -0.002  -0.0242  -0.0383
O  15.5154  1.2835  -8.2022  0.0043  0.0834  0.1257
O  2.8606  7.3919  -1.269  -0.0089  0.0071  -0.0494
O  15.8041  19.1194  -5.8941  0.0293  -0.0084  0.0307
O  20.0275  13.0733  -1.4059  0.0373  -0.0108  -0.0612
O  -0.4608  27.6483  -1.6768  -0.0111  0.0141  -0.0942
O  -6.9828  2.0091  16.1665  -0.0089  0.0128  0.0537
O  -12.2075  -9.3757  21.4605  -0.0049  0.0051  -0.001
O  -1.9821  4.3368  20.7178  0.0251  0.0345  0.0105
O  22.4253  -2.7249  22.3114  -0.0067  0.0309  -0.0131
O  -23.4494  3.2794  18.4458  0.0406  -0.0041  0.0248
O  5.9539  22.6627  25.1816  0.0288  -0.0029  0.0225
O  9.3731  6.683  21.302  -0.0235  0.0053  -0.0315
O  3.8673  6.0205  14.4837  -0.0389  -0.1104  0.011
O  -1.8424  12.3115  15.7228  0.0018  0.0249  0.0897
O  -7.7989  18.0699  20.3674  -0.0015  -0.0024  -0.0045
O  -5.0929  10.67  23.7188  0.0235  -0.0154  -0.0931
O  1.408  11.9741  17.1329  -0.0161  0.0367  0.0266
O  0.453  3.4521  21.4145  0.004  -0.0196  -0.0319
O  -8.3947  18.1874  23.5445  0.0387  -0.0207  -0.0616
O  -2.0143  -3.2339  21.5111  -0.0116  0.0071  -0.0691
O  19.34  -6.3868  17.6944  -0.0057  0.0275  0.0172
O  -3.899  3.9457  18.973  -0.0368  -0.036  0.0096
O  7.8328  9.3974  16.0521  0.0722  -0.0225  0.0603
O  5.2478  17.6777  19.2134  0.0023  -0.0285  0.0022
O  12.6047  16.7103  21.7885  -0.0101  -0.0247  -0.0278
O  5.3146  5.8265  19.3596  0.0275  -0.0228  -0.0157
O  5.2617  19.9478  17.9698  -0.0212  0.0089  -0.0181
O  3.6712  -8.5214  19.0337  -0.0075  -0.0248  0.0398
O  16.0404  -0.0746  23.5658  -0.007  0.0051  -0.0957
O  12.7665  -6.4097  21.6509  0.0239  0.0133  -0.0513
O  17.9239  4.9441  14.7258  -0.0489  0.0204  0.049
O  10.8353  -0.0159  15.46  -0.0225  0.0751  0.025
O  26.0299  11.9955  16.5383  -0.0147  -0.0195  0.0916
O  12.5965  -5.9949  15.9148  -0.009  0.0185  0.0842
O  14.9107  8.263  18.8435  -0.0109  -0.0129  0.0324
O  16.4401  21.1952  23.6034  0.0223  -0.0505  -0.0782
O  12.1761  21.4765  16.6605  -0.0362  -0.0002  0.0723
O  9.5308  -21.1892  19.1498  0.0289  -0.0137  0.0539
O  3.1594  -19.2235  18.3525  -0.0082  0.0061  0.0593
O  17.2546  -6.7524  16.2051  0.0087  -0.0085  0.0961
O  5.6149  10.9507  15.392  -0.0264  0.0033  0.0585
O  10.2093  9.1077  17.4019  -0.0062  0.008  0.0102
O  3.9301  7.7602  16.3919  -0.0117  -0.0066  0.0285
O  7.921  4.2693  16.467  0.0052  -0.0116  0.049
O  19.7133  -0.8206  19.7749  -0.0091  0.0427  -0.031
O  -4.0845  12.0978  20.4242  -0.0444  0.0096  -0.0098
O  18.5264  5.2931  22.1199  -0.0038  -0.0114  -0.03
O  31.0338  -5.9087  17.4077  0.0271  -0.0165  0.0353
O  23.1115  -1.1305  16.7404  0.0067  0.019  0.0946
O  7.1465  3.9712  19.855  0.0209  0.0027  0.0247
O  8.0464  -20.6562  21.2456  0.0479  -0.002  -0.0591
O  6.4784  11.2413  23.1938  -0.0227  0.0251  -0.0426
O  -9.1964  10.4486  19.3778  0.0127  0.0339  0.0174
O  -4.0578  19.2254  21.3581  -0.0326  0.0014  -0.0099
O  1.8708  14.9285  24.1764  -0.0019  0.0224  -0.0276
O  -5.5099  8.423  22.392  -0.0123  -0.0194  0.0114
O  14.8035  6.7514  24.4568  -0.0014  -0.0072  -0.0454
O  -3.3355  8.6407  23.8233  0.0041  0.0162  -0.0367
O  2.0568  3.0682  23.5684  -0.0098  -0.0037  -0.0173
O  0.5553  10.0611  18.7773  0.0042  0.0045  0.0494
O  1.2283  25.7614  24.2639  -0.0105  0.0397  -0.0702
O  1.5398  -0.4726  21.7098  -0.0136  0.0102  -0.0286
O  -2.0456  -3.2369  24.0774  0.0056  -0.0387  -0.1125
O  10.8409  -8.3534  19.6986  -0.0059  -0.034  0.0034
O  -12.9168  1.34  21.1863  -0.0281  0.0097  0.0012
O  6.5409  20.2358  24.3185  -0.0324  0.0331  -0.0098
O  3.6761  12.7678  15.9994  -0.0189  0.073  0.033
O  -5.8529  5.2222  23.2635  -0.0118  -0.0199  -0.0658
O  12.3786  -17.8248  24.6056  -0.0057  0.0127  -0.034
O  2.6459  18.9978  15.5832  0.0338  -0.0376  0.0573
O  10.1722  16.0315  20.7302  -0.0081  -0.0037  -0.0494
O  12.213  10.0071  18.9852  0.0099  0.0288  0.0092
O  11.52  3.5417  14.7517  0.0203  -0.0729  -0.037
O  -1.6256  -14.5242  21.169  0.0184  -0.0186  -0.0285
O  -19.0856  2.2657  23.4907  -0.005  -0.0103  -0.0941
O  -2.1392  -12.8378  17.0437  -0.0155  -0.0097  -0.012
O  0.4825  19.9164  16.7299  -0.0007  0.0475  0.0378
O  -1.5154  7.4002  16.3372  -0.0249  -0.0224  0.1023
O  25.3514  9.4819  20.8751  -0.0064  0.0277  -0.0053
O  -2.2264  -10.5037  18.2904  0.0133  -0.0187  0.0402
O  4.6439  1.3451  16.5714  0.0078  -0.0022  0.022
O  11.7948  5.4358  21.0529  -0.0023  0.0163  -0.0225
O  4.4542  5.2361  23.3872  0.0116  0.0083  -0.0325
O  21.0032  3.5485  20.5262  -0.0108  -0.0113  0.0021
O  8.3543  -3.1564  23.522  -0.0041  0.0005  -0.0974
O  6.0363  -12.6595  14.7947  0.0082  0.0162  -0.0137
O  8.2663  13.6774  15.3029  -0.0019  0.0405  0.0271
O  -1.7792  10.6469  19.9808  0.0017  0.0258  0.0189
O  7.9181  8.1392  18.2915  0.0029  0.0125  0.0227
O  13.0313  14.2994  19.3514  0.0259  0.0128  0.0438

Results
free energy: -229903.312 eV
free energy less fixed offsets of O -570.45, Si -639.56 eV per atom: -3.752 eV

The program warned: the cutoff lies below the one the program advises for these potential files; the forces do not sum to zero within the program's tolerance; empty levels may hold ghost states of the PAW files; the exchange-correlation potential is rough where the density is thin.
